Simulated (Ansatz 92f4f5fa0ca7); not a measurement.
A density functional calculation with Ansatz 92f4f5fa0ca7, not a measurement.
Periodic cell of 286 atoms, Si144O106H32N4, with a vacuum gap, from a study of silicon, its oxide and their interface. The atomic structure is a simulated model.

Settings
functional: r2SCAN
potential files: Ansatz PAW
basis: plane waves
wave-function cutoff: 800 eV
density cutoff ratio: 5
exchange-correlation grid ratio: 1
k mesh: 1 x 1 x 1, shifted by 0.5 0.5 0 of a step
self-consistency stop: 1e-11 eV per atom in the density residual
occupations: fixed
spin: none
net charge: 0
applied field: sawtooth along c, amplitude -0.015 V/angstrom in the program's sign convention, ramp centred at 0.9896 of c and 0.0208 of c wide, no dipole correction

Cell vectors (angstrom)
a  10.887  0  0
b  0  10.887  0
c  0  0  48.0894

Atoms: element, x, y, z (angstrom)
Si  -0.2388  0.1241  34.6697
Si  2.3944  2.5796  34.59
Si  0.5018  5.0741  34.3414
Si  2.9807  7.9186  34.5239
Si  5.7588  -0.2424  34.4121
Si  8.5324  2.3989  34.3005
Si  5.1006  5.5126  34.4562
Si  7.7319  8.1269  34.329
Si  1.1901  1.3021  36.0794
Si  4.047  3.8436  35.7031
Si  1.4027  6.7159  35.7498
Si  4.0759  9.5993  35.7195
Si  6.9084  1.334  35.6749
Si  9.6145  4.0534  35.5954
Si  6.7317  6.6252  35.7746
Si  9.432  9.2929  35.6217
Si  -0.0958  2.7894  37.2411
Si  2.7255  -0.0387  37.1763
Si  -0.0233  8.0669  37.0412
Si  2.7605  5.3333  37.0959
Si  5.5  2.6296  37.0617
Si  8.1846  -0.1081  37.048
Si  5.4126  8.1312  37.0814
Si  8.226  5.3598  37.0296
Si  1.3621  4.0936  38.5112
Si  4.1128  1.3348  38.474
Si  1.3385  9.4444  38.4329
Si  4.0807  6.7503  38.4364
Si  6.8357  4.0293  38.4065
Si  9.4736  1.2996  38.4652
Si  6.7941  9.4853  38.4306
Si  9.5281  6.7456  38.4399
Si  0.0058  -0.0281  39.7899
Si  2.7374  2.7171  39.8196
Si  0.0072  5.442  39.8494
Si  2.702  8.101  39.7919
Si  5.4553  -0.0388  39.813
Si  8.1292  2.6624  39.8132
Si  5.4778  5.4203  39.7755
Si  8.1709  8.144  39.7852
Si  1.3579  1.35  41.1493
Si  4.0898  4.1008  41.1636
Si  1.3532  6.8141  41.2021
Si  4.0725  9.4844  41.1276
Si  6.7749  1.3445  41.1867
Si  9.5169  4.0399  41.1392
Si  6.8075  6.7986  41.1485
Si  9.518  9.522  41.158
Si  -0.0095  2.7137  6.9397
Si  2.73  -0.0176  6.8805
Si  -0.01  8.1832  6.952
Si  2.7495  5.4878  6.9601
Si  5.4301  2.7316  6.9381
Si  8.1578  0.0057  6.9451
Si  5.4452  8.1714  6.9346
Si  8.1787  5.4327  6.8897
Si  1.341  4.136  8.2577
Si  4.0666  1.3388  8.2472
Si  1.3718  9.5654  8.2646
Si  4.1086  6.8592  8.3551
Si  6.8042  4.1233  8.2541
Si  9.4965  1.3718  8.3219
Si  6.7904  9.5478  8.306
Si  9.5015  6.7984  8.2697
Si  0.0143  0.0061  9.6353
Si  2.7195  2.7524  9.5252
Si  -0.0169  5.4901  9.6565
Si  2.7214  8.2701  9.6776
Si  5.4238  0.0331  9.6687
Si  8.1141  2.7836  9.6455
Si  5.537  5.5005  9.6729
Si  8.1499  8.1583  9.6306
Si  1.3229  1.4968  10.898
Si  4.129  4.066  10.8469
Si  1.3422  6.8998  10.9884
Si  4.0564  9.6321  11.0951
Si  6.743  1.446  11.0142
Si  9.4543  4.1586  11.0072
Si  6.8703  6.8724  11.1316
Si  9.583  9.4376  10.9547
Si  -0.0692  2.8008  12.3048
Si  2.691  0.2842  12.3187
Si  0.0197  8.1577  12.5155
Si  2.7533  5.4299  12.0956
Si  5.3703  2.8311  12.423
Si  8.2199  0.0078  12.124
Si  5.3705  8.187  12.4644
Si  8.3276  5.5424  12.5591
Si  1.3635  4.205  13.5031
Si  3.5696  1.975  13.7848
Si  1.1448  9.9598  13.5132
Si  4.1866  6.4577  13.617
Si  6.5837  4.4375  13.6673
Si  9.7061  1.1359  13.5342
Si  6.8218  9.6949  13.5034
Si  10.0394  6.5162  14.1346
Si  0.5743  4.2813  23.0958
Si  12.0697  -4.8814  20.6082
Si  -5.4311  0.5881  15.524
Si  -13.3879  19.3499  16.0327
Si  13.8516  5.2952  18.3733
Si  -4.7809  20.4114  17.7476
Si  23.6082  19.8592  16.2601
Si  -0.4291  -11.5289  17.6867
Si  1.3119  23.4412  30.1707
Si  5.4123  -3.0848  24.1262
Si  10.8895  11.4212  21.9125
Si  1.3503  8.4408  26.8654
Si  8.258  18.3144  22.7567
Si  -7.331  19.2079  18.5552
Si  -2.9144  -4.1466  31.3875
Si  -4.1368  11.8801  19.715
Si  -3.0878  9.3642  29.8583
Si  7.8439  -8.365  15.7415
Si  24.8006  6.86  22.7337
Si  -0.587  3.4058  20.7354
Si  7.5683  -10.3539  24.7261
Si  -2.9174  -0.6431  21.9748
Si  16.5049  4.6929  31.401
Si  -0.0225  -1.021  29.0962
Si  12.7264  6.1472  15.6765
Si  27.4539  21.4397  31.4637
Si  12.3889  -3.5172  29.6359
Si  -5.3641  -4.3465  26.6986
Si  7.4831  26.2696  21.6865
Si  17.4507  -0.0684  27.5072
Si  3.4826  3.8961  23.017
Si  0.3446  7.139  24.1341
Si  -0.224  -5.3057  31.3814
Si  15.2863  9.2321  26.4757
Si  -2.5515  3.7044  31.423
Si  -2.9387  2.5635  28.613
Si  10.3953  -8.9541  24.4028
Si  11.7725  9.0017  20.1679
Si  -6.579  -6.3164  28.7722
Si  -0.6883  3.4325  26.8786
Si  -9.1156  0.4717  32.5813
Si  9.2522  -8.6586  18.3705
Si  3.2366  8.8684  31.5826
Si  12.0552  -6.4054  28.9853
Si  4.9582  3.5735  20.1848
Si  15.3962  2.156  30.2218
Si  6.0818  -7.7356  24.2662
Si  18.4333  -6.2364  26.6236
O  2.5609  -0.5338  31.5868
O  13.3281  14.0082  14.1971
O  5.2171  -5.6612  32.8595
O  -5.913  -0.2913  27.1622
O  4.7801  3.0115  28.8596
O  -8.1883  8.2133  32.9515
O  0.7527  3.0636  29.6332
O  4.1323  6.7942  34.4616
O  6.295  4.4644  20.5477
O  5.1919  3.1048  31.3802
O  11.7057  -0.4198  33.5352
O  5.4634  0.3593  32.9134
O  9.4145  2.4363  27.9127
O  7.8361  18.2527  32.886
O  4.8279  20.0453  31.4508
O  -2.2758  2.9559  17.0843
O  2.0786  -1.4725  14.7403
O  8.1683  -2.2327  21.6818
O  7.2645  3.8408  15.0283
O  3.6898  6.7214  18.5672
O  -8.4283  5.1428  16.8197
O  11.187  0.811  23.5092
O  11.879  -0.7302  16.9446
O  6.7681  21.6459  18.5458
O  5.322  -0.6641  16.5127
O  10.8396  0.0725  14.0823
O  -14.4161  3.9817  28.0911
O  -6.403  14.101  24.0675
O  9.4132  9.4886  16.7259
O  7.7366  9.0869  14.7002
O  19.9624  -6.5083  26.155
O  11.0053  12.8573  21.1465
O  2.4065  -2.0015  19.5687
O  17.7418  11.0266  21.0976
O  -3.7276  -2.4789  17.1436
O  0.428  -3.416  20.5793
O  -0.8359  0.8954  17.9184
O  13.656  -12.6265  26.4506
O  5.8789  0.0189  14.0742
O  10.2174  3.3045  19.1131
N  -10.5459  4.7296  21.432
O  5.4961  12.9429  19.8033
N  11.5067  16.3458  14.5982
O  9.3557  10.9956  21.7189
O  -1.9878  1.7336  14.8125
O  -0.6235  3.2634  23.4791
O  -5.8332  8.8761  18.7976
O  2.64  -4.4849  21.2354
O  6.5979  12.4525  16.111
O  5.0209  7.9577  27.2976
O  22.2573  -5.3654  24.1268
O  5.0178  20.0328  24.9625
O  8.0898  1.8306  19.4147
O  3.9992  14.4545  21.5073
O  22.6699  10.1753  21.3269
O  14.0865  30.5839  17.0644
O  -6.8061  1.3972  15.2439
O  -5.7052  -10.1869  30.3185
O  -10.5602  5.8006  32.8852
O  5.4215  5.5026  14.1453
O  -1.6813  7.1353  15.469
O  -3.6597  -0.6572  31.1123
O  7.3875  -11.125  26.1245
O  3.1698  -4.1992  14.8813
O  -1.2706  1.2062  33.9801
O  4.3795  7.7471  22.8599
O  0.306  -1.3917  27.5386
O  1.7042  -14.4424  28.0162
O  15.9862  6.5663  25.1351
O  0.7447  11.2836  29.3284
O  -4.5015  1.5847  24.4591
O  -15.043  -12.3959  34.0629
O  1.5487  -5.5208  19.1723
O  8.0036  16.8935  22.0137
O  12.8366  14.2994  23.2313
O  22.9072  18.3748  16.3044
O  29.8177  13.5231  30.2278
O  24.6924  1.8846  30.2549
O  6.9771  -3.2281  23.7424
O  6.8475  3.7982  23.0004
O  9.7402  18.379  23.5128
O  -6.0934  -5.5594  30.142
O  12.3752  -7.0782  33.9771
O  1.6907  -3.271  23.3112
O  11.004  2.4871  25.8141
O  19.6565  3.6406  21.2358
O  14.2894  5.4582  23.4253
O  7.5813  10.3474  23.5351
O  -6.0666  5.3245  27.4659
O  7.128  17.1046  26.756
O  20.7769  4.1526  31.3585
O  -6.8592  4.1808  18.9605
O  0.5663  -14.0085  25.6127
O  19.8313  23.1374  24.7606
O  0.524  -2.2679  29.9848
O  8.0284  2.977  32.8491
N  -3.5734  15.9955  31.26
O  -1.3347  -4.1901  31.1189
O  2.7164  -17.2162  28.6232
O  18.3972  -13.9656  30.2532
O  6.9856  12.2405  28.1518
O  -12.477  -0.9863  29.5042
O  0.2985  -6.4053  27.6158
O  -3.9381  -1.25  28.5232
O  17.432  -6.9444  25.5827
N  11.7834  16.6805  30.0905
O  0.8143  1.4173  31.6857
O  2.7639  1.4805  33.4051
O  -0.2362  -1.4105  19.0975
O  13.7521  7.8341  30.3916
H  0.535  2.1707  42.0817
H  2.181  0.5296  42.0817
H  3.2822  4.9365  42.096
H  4.9028  3.2702  42.096
H  2.1958  6.0137  42.1346
H  0.5332  7.6377  42.1346
H  3.2636  10.3189  42.06
H  4.9124  8.6811  42.06
H  5.9659  2.1789  42.1192
H  7.6099  0.5361  42.1192
H  10.3491  3.2287  42.0716
H  8.7117  4.878  42.0716
H  5.9889  7.6236  42.081
H  7.6309  5.9784  42.081
H  8.6994  10.3469  42.0904
H  10.346  8.7064  42.0904
H  -0.8418  3.5249  6.0073
H  0.8134  1.893  6.0073
H  3.5389  -0.8521  5.9481
H  1.9069  0.8028  5.9481
H  -0.8379  8.9989  6.0195
H  0.81  7.3596  6.0195
H  3.5571  4.652  6.0277
H  1.9068  6.2882  6.0277
H  4.6171  3.5621  6.0057
H  6.239  1.8972  6.0057
H  8.9765  -0.8193  6.0127
H  7.3228  0.8141  6.0127
H  4.6054  8.9747  6.0022
H  6.2639  7.3464  6.0022
H  7.3553  6.2529  5.9573
H  8.9839  4.5946  5.9573

Results
free energy: -154613.856 eV
free energy less fixed offsets of H -15.71, N -386.36, O -570.45, Si -639.56 eV per atom: -1.356 eV

Forces (eV/angstrom), in the order of the atoms: element, x, y, z
Si  0.0079  -0.0005  -0.0229
Si  -0.0026  -0.0104  -0.023
Si  0.001  0.0061  -0.0265
Si  0.0047  -0.0018  -0.0279
Si  0.001  0.0001  -0.0302
Si  -0.0038  0.0032  -0.0343
Si  -0.0054  0.0068  -0.0302
Si  -0.0098  -0.0046  -0.0304
Si  -0.012  -0.002  -0.0121
Si  -0.0038  0.0014  -0.0076
Si  0.0053  0.0002  -0.0123
Si  0.0018  -0.0061  -0.011
Si  0.0023  -0.0021  -0.0114
Si  0.0047  -0.0045  -0.0102
Si  -0.0102  -0.0023  -0.0086
Si  -0.0007  0.0055  -0.0116
Si  0.0033  -0.0028  0.0064
Si  0.018  -0.0048  0.014
Si  -0.0014  -0.0042  0.0066
Si  -0.0046  -0.0025  0.0064
Si  -0.0058  -0.0117  0.0093
Si  -0.0004  -0.0006  0.0071
Si  -0.0021  0.0071  0.004
Si  0.0073  0.0041  0.0049
Si  -0.0064  -0.0033  0.0264
Si  -0.0069  0.0068  0.009
Si  -0.0226  -0.0024  0.0179
Si  0.0034  0.0064  0.0144
Si  -0.0071  0.0032  0.027
Si  0.0055  -0.0055  0.0152
Si  -0.0174  -0.0047  0.0206
Si  0.0023  -0.0009  0.0134
Si  0.0189  -0.0239  0.1736
Si  0.0477  -0.0434  0.1786
Si  -0.0439  0.0273  0.181
Si  0.0243  0.0125  0.1865
Si  -0.0044  -0.0072  0.1751
Si  -0.0004  0.0229  0.1953
Si  0.0105  -0.0277  0.1789
Si  0.031  -0.0148  0.1681
Si  0.1418  -0.1223  0.2847
Si  0.1111  -0.1035  0.2047
Si  -0.0575  -0.1111  0.4095
Si  -0.0063  0.0305  0.2975
Si  -0.0065  -0.071  0.3985
Si  0.0135  0.0373  0.3374
Si  0.1209  -0.1038  0.2553
Si  0.0553  -0.084  0.1826
Si  -0.0558  0.1248  -0.19
Si  -0.0242  0.0673  -0.4628
Si  -0.0198  -0.0541  -0.3285
Si  -0.1424  0.0927  -0.2206
Si  0.0114  0.025  -0.3745
Si  -0.1053  0.0896  -0.2521
Si  -0.0222  0.1146  -0.1644
Si  -0.0236  0.0492  -0.4376
Si  -0.0363  0.0267  -0.1706
Si  0.0132  -0.0004  -0.1872
Si  0.0005  -0.0233  -0.1941
Si  -0.0224  0.0052  -0.1809
Si  -0.0143  -0.0096  -0.1938
Si  -0.0161  0.0356  -0.1775
Si  -0.0115  -0.003  -0.1616
Si  -0.004  0.026  -0.1826
Si  -0.0044  -0.011  -0.0184
Si  0.0128  0.0141  -0.012
Si  0.0072  -0.0169  -0.0126
Si  0.0102  0.0097  -0.0164
Si  0.0038  -0.0019  -0.0172
Si  0.0067  0.0023  -0.0106
Si  0.0078  -0.0075  -0.023
Si  0.0094  0.0049  -0.0102
Si  0.0129  0.0009  -0.007
Si  -0.0072  -0.0102  -0.0108
Si  -0.0106  0.0029  -0.0089
Si  -0.002  0.0061  -0.0065
Si  -0.0067  0.0046  -0.0119
Si  0.001  0.0064  -0.0097
Si  0.0058  0.0073  -0.0072
Si  -0.0046  -0.0057  -0.0075
Si  -0.002  -0.0024  0.0121
Si  -0.003  0.0008  0.0165
Si  0.0082  0.0101  0.017
Si  0.0062  0.0019  0.0147
Si  0.0045  0.0069  0.0172
Si  0  0  0.0214
Si  0.0033  0.0026  0.0127
Si  -0.006  -0.0042  0.0142
Si  0.0086  -0.0044  -0.0223
Si  0.0002  0.0021  -0.038
Si  -0.0044  0.002  -0.0316
Si  0.0065  0.0011  -0.0363
Si  -0.004  0.0037  -0.0304
Si  0.0027  -0.0063  -0.0322
Si  -0.0038  0.0006  -0.0342
Si  -0.0039  0.0019  -0.0402
Si  0.0038  0.0002  -0.0624
Si  0.0021  0.0066  -0.057
Si  -0.0037  0.0063  -0.0517
Si  0.0004  -0.0113  -0.0669
Si  -0.0015  0.0113  -0.076
Si  -0.0012  -0.0043  -0.0636
Si  -0.0024  -0.0039  -0.0656
Si  -0.0019  -0.0057  -0.0673
Si  -0.0063  0.0058  -0.0634
Si  0.0072  -0.0034  -0.0661
Si  0.0062  -0.0078  -0.0594
Si  -0.001  -0.005  -0.0778
Si  0.0058  -0.0007  -0.051
Si  0.0096  -0.0003  -0.06
Si  0.0009  -0.0023  -0.0613
Si  0.0062  -0.0008  -0.0604
Si  0.0011  0.0124  -0.067
Si  -0.0088  0.0027  -0.068
Si  -0.0112  -0.0125  -0.0522
Si  -0.0021  -0.0048  -0.0787
Si  0.005  0.0014  -0.0696
Si  -0.0029  0.0134  -0.0615
Si  -0.0067  -0.0132  -0.071
Si  0.0015  -0.0085  -0.0574
Si  -0.0041  0.0067  -0.0664
Si  0.0096  -0.0002  -0.0654
Si  -0.008  0.0023  -0.0597
Si  0.0057  0.0107  -0.0661
Si  0.0017  -0.0061  -0.0568
Si  -0.0014  0.0007  -0.074
Si  -0.0022  0.0009  -0.0552
Si  -0.0014  -0.0157  -0.0704
Si  0.0055  -0.0012  -0.0674
Si  0.0058  -0.0065  -0.0513
Si  0.0001  -0.0049  -0.0722
Si  0.0025  0.0014  -0.0636
Si  0.0067  -0.008  -0.0758
Si  0.0038  0.0004  -0.068
Si  0.0023  0.009  -0.0693
Si  0.001  -0.0101  -0.0731
Si  -0.0034  0.0046  -0.068
Si  -0.0072  -0.0063  -0.0684
Si  0.0013  -0.0077  -0.0618
Si  -0.0048  -0.0043  -0.0627
Si  -0.0031  -0.0068  -0.0617
Si  -0.0022  0.0064  -0.0546
Si  -0.0078  0.0007  -0.064
Si  -0.0068  -0.002  -0.0665
O  -0.0051  0.005  0.0344
O  0.002  0.0008  0.0111
O  -0.0073  0.0052  0.069
O  0.0054  0.0073  0.0212
O  -0.0018  -0.0113  0.0292
O  -0.0056  -0.0077  0.0593
O  0.0008  -0.0134  0.0298
O  0.002  -0.0059  0.0102
O  0.0143  0.0063  0.0268
O  0.0057  0.0064  0.028
O  -0.0179  -0.0031  0.0399
O  -0.0018  0.0011  0.0513
O  -0.0111  -0.0052  0.0314
O  0.0012  0.0171  0.0632
O  -0.0029  -0.0003  0.0251
O  0.0165  -0.0017  0.0512
O  0.0057  -0.0062  0.0412
O  -0.0005  -0.0086  0.0247
O  0.0089  -0.0132  0.0332
O  -0.0009  -0.0073  0.0185
O  0.0134  -0.0109  0.0514
O  -0.0035  0.0088  0.0387
O  -0.0065  0.0069  0.0195
O  0.0052  0.0215  0.0402
O  0.0063  -0.014  0.0403
O  -0.001  0.002  0.0115
O  -0.0006  -0.0132  0.0375
O  0.0143  -0.0037  0.0307
O  0.015  0.0133  0.0332
O  0.013  -0.0109  0.0384
O  0.0015  -0.0011  0.0165
O  0.0029  -0.0066  0.0238
O  -0.0175  0.0019  0.0303
O  0.0102  -0.0145  0.0398
O  -0.0105  0.0049  0.0264
O  -0.0014  -0.0104  0.0209
O  -0.001  0.01  0.013
O  -0.0068  -0.0007  0.0196
O  -0.0061  0.0055  0.0284
O  0.0081  0.0098  0.0237
N  -0.0003  -0.0048  0.0404
O  -0.0027  0.0131  0.0183
N  0.0032  0.0035  0.0267
O  -0.0026  -0.0013  0.0216
O  -0.0102  0.0109  0.0334
O  -0.0048  -0.0108  0.0304
O  -0.0056  -0.0043  0.0138
O  0.0114  0.0062  0.0341
O  0.0018  -0.0016  0.0145
O  -0.0006  -0.0025  0.0309
O  -0.0018  0.0102  0.0319
O  -0.0079  0.009  0.0397
O  -0.0086  -0.0024  0.0346
O  -0.0115  0.0038  0.0444
O  -0.0055  0.0153  0.0314
O  0.0095  -0.0025  0.0374
O  0.0061  -0.0071  0.0292
O  0.0021  -0.0108  0.0243
O  0.0043  -0.0057  0.0666
O  -0.001  0.0032  0.0128
O  -0.0054  0.0132  0.0239
O  -0.0134  0.004  0.0268
O  -0.0091  -0.0064  0.0529
O  -0.0151  0.003  0.0336
O  0.0015  -0.0031  0.0202
O  0.0137  0.0055  0.0311
O  -0.0097  0.0082  0.044
O  0.0008  -0.0112  0.0526
O  0.003  -0.0099  0.0459
O  0.0075  0.0118  0.0279
O  0.0029  -0.0055  0.0173
O  0.004  -0.0036  0.0104
O  -0.0125  0.0045  0.042
O  0.0016  0.0127  0.0208
O  0  -0.0006  0.0197
O  0.001  0.0068  0.0182
O  0.0046  0.0129  0.0583
O  0.0003  -0.005  0.0189
O  -0.0188  0.0024  0.0306
O  -0.01  -0.0106  0.043
O  0.0143  0.0014  0.0279
O  0.0135  -0.0007  0.0444
O  0.0012  -0.0035  0.0194
O  -0.011  0.0055  0.0228
O  -0.0034  0.0163  0.0441
O  -0.0089  0.0077  0.0229
O  0.0039  0.001  0.0131
O  -0.0067  0.0111  0.0473
O  -0.0135  -0.0202  0.0448
O  0.0006  -0.0016  0.021
O  -0.0017  0.0001  0.0237
O  0.0149  -0.0108  0.0293
O  0.0129  0.0169  0.0511
O  -0.0052  0.0007  0.0162
O  0.004  -0.0053  0.0237
O  0.0032  -0.0189  0.0651
N  0.0002  0.0028  0.0284
O  -0.0039  -0.0013  0.0247
O  -0.0029  -0.002  0.021
O  0.0014  -0.0196  0.0347
O  0.0029  0.0099  0.0321
O  -0.008  -0.0028  0.0228
O  0.0177  0.01  0.0397
O  0.0145  -0.0151  0.0466
O  0.0128  0.0158  0.0451
N  -0.0109  0.0005  0.0477
O  0.0034  -0.0104  0.0364
O  0.0071  0.0212  0.0389
O  0.0093  -0.0081  0.0428
O  0.0145  0.0114  0.0387
H  0.2967  -0.3191  -0.2854
H  -0.3001  0.2682  -0.2399
H  0.2967  -0.2553  -0.3185
H  -0.2904  0.3257  -0.2487
H  -0.3426  0.2463  -0.2361
H  0.3479  -0.2653  -0.2657
H  0.2426  -0.3074  -0.2707
H  -0.3744  0.2625  -0.2493
H  0.2277  -0.3625  -0.2696
H  -0.2931  0.2955  -0.2373
H  -0.355  0.2966  -0.2439
H  0.2217  -0.331  -0.2559
H  0.2827  -0.3261  -0.2801
H  -0.2743  0.2893  -0.2482
H  0.2583  -0.292  -0.3089
H  -0.3355  0.2947  -0.2667
H  0.2903  -0.3629  0.2586
H  -0.2654  0.2513  0.3322
H  -0.3275  0.3129  0.2556
H  0.3027  -0.2566  0.2362
H  0.3395  -0.2914  0.2542
H  -0.2927  0.2767  0.2539
H  -0.2353  0.339  0.3072
H  0.4188  -0.1572  0.2424
H  0.2666  -0.352  0.2366
H  -0.2224  0.3513  0.2507
H  -0.2834  0.315  0.292
H  0.2962  -0.279  0.2586
H  0.3498  -0.2977  0.274
H  -0.2538  0.2588  0.329
H  0.2992  -0.2598  0.2378
H  -0.2861  0.3477  0.257

The program warned: the cutoff lies below the one the program advises for these potential files; the forces do not sum to zero within the program's tolerance; empty levels may hold ghost states of the PAW files; the exchange-correlation potential is rough where the density is thin.
